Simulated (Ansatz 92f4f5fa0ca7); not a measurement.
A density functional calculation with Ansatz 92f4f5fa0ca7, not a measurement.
Periodic cell of 224 atoms, Si133O90H1, from a study of silicon, its oxide and their interface. The atomic structure is a simulated model.
Doubt: the cutoff is far below the 930 eV that the study's wrapper takes by default for these files, so forces and energies are approximate.
Doubt: the program's own warning below bears on the result.
This geometry differs little from another in the collection (a relaxation step or a small displacement).

Settings
functional: PBE
potential files: Ansatz PAW
basis: plane waves
wave-function cutoff: 580 eV
density cutoff ratio: 5
exchange-correlation grid ratio: 1
k mesh: 1 x 1 x 1, Gamma-centred
self-consistency stop: 5e-08 eV per atom in the density residual
occupations: fixed
spin: none
net charge: -1 e, with a uniform compensating background and no finite-size correction

Cell vectors (angstrom)
a  10.938  0  0
b  0  10.938  0
c  0  0  33.2872

Atoms: element, x, y, z (angstrom)
Si  0.4555  -0.3548  25.9158
Si  5.3386  0.3205  25.7735
Si  2.9488  2.4183  25.7558
Si  7.9754  3.0108  26.0423
Si  -0.2731  5.6251  25.7319
Si  5.8699  5.3145  25.852
Si  2.6484  8.2939  25.6559
Si  8.5715  8.0225  25.7688
Si  1.5042  1.2878  27.2221
Si  6.7995  1.4053  27.256
Si  4.1222  4.1199  26.9902
Si  9.6067  4.1485  27.2407
Si  1.3977  6.781  27.0138
Si  6.986  6.8765  27.1656
Si  4.1954  9.5343  27.0018
Si  9.694  9.5335  27.1641
Si  2.843  -0.0956  28.527
Si  8.2364  -0.0251  28.4876
Si  0.0486  2.6924  28.4992
Si  5.41  2.7859  28.5261
Si  2.7509  5.442  28.4328
Si  8.2351  5.4811  28.5794
Si  0.0659  8.1348  28.5078
Si  5.5097  8.194  28.4629
Si  4.1018  1.3673  29.8689
Si  9.5708  1.3673  29.8689
Si  1.3673  4.1018  29.8689
Si  6.8362  4.1018  29.8689
Si  4.1018  6.8362  29.8689
Si  9.5708  6.8362  29.8689
Si  1.3673  9.5708  29.8689
Si  6.8362  9.5708  29.8689
Si  0  0  31.2362
Si  5.469  0  31.2362
Si  2.7345  2.7345  31.2362
Si  8.2035  2.7345  31.2362
Si  0  5.469  31.2362
Si  5.469  5.469  31.2362
Si  2.7345  8.2035  31.2362
Si  8.2035  8.2035  31.2362
Si  1.3673  1.3673  32.6034
Si  6.8362  1.3673  32.6034
Si  4.1018  4.1018  32.6034
Si  9.5708  4.1018  32.6034
Si  1.3673  6.8362  32.6034
Si  6.8362  6.8362  32.6034
Si  4.1018  9.5708  32.6034
Si  9.5708  9.5708  32.6034
Si  2.7345  0  0.6835
Si  8.2035  0  0.6835
Si  0  2.7345  0.6835
Si  5.469  2.7345  0.6835
Si  2.7345  5.469  0.6835
Si  8.2035  5.469  0.6835
Si  0  8.2035  0.6835
Si  5.469  8.2035  0.6835
Si  4.1018  1.3673  2.0507
Si  9.5708  1.3673  2.0507
Si  1.3673  4.1018  2.0507
Si  6.8362  4.1018  2.0507
Si  4.1018  6.8362  2.0507
Si  9.5708  6.8362  2.0507
Si  1.3673  9.5708  2.0507
Si  6.8362  9.5708  2.0507
Si  0  0  3.418
Si  5.469  0  3.418
Si  2.7345  2.7345  3.418
Si  8.2035  2.7345  3.418
Si  0  5.469  3.418
Si  5.469  5.469  3.418
Si  2.7345  8.2035  3.418
Si  8.2035  8.2035  3.418
Si  1.3354  1.3711  4.8139
Si  6.7933  1.3903  4.7695
Si  4.0397  4.1698  4.7484
Si  9.558  4.1189  4.8187
Si  1.3574  6.8476  4.8038
Si  6.8064  6.8479  4.8012
Si  4.0742  9.5781  4.8546
Si  9.5077  9.6289  4.6916
Si  2.625  -0.0487  6.2419
Si  8.1522  0.0053  6.1016
Si  -0.0326  2.7573  6.2192
Si  5.3439  2.7336  6.0523
Si  2.7291  5.5154  6.2354
Si  8.1306  5.4372  6.1814
Si  -0.1262  8.2356  6.0076
Si  5.449  8.2042  6.2464
Si  3.7837  1.6243  7.4204
Si  9.6808  1.1421  7.4586
Si  1.5923  3.9026  7.5318
Si  6.5165  4.2118  7.4229
Si  4.3791  6.5739  7.617
Si  9.2642  7.1279  7.3628
Si  0.8924  9.7516  7.4561
Si  7.0693  9.3919  7.508
O  9.6011  6.8154  25.2573
O  4.1425  1.362  25.2633
O  8.1857  8.2465  7.9603
O  2.7058  2.7591  7.9797
O  6.9136  4.106  25.3946
O  1.5162  9.4599  25.2891
O  5.4804  5.3877  7.9178
O  -0.1231  0.0353  7.895
O  6.9647  3.3938  8.7819
O  6.5409  10.1556  8.8791
O  10.1424  6.5599  8.6246
O  1.1049  8.8824  8.832
O  4.5968  1.0512  8.7173
O  1.028  4.6231  8.9152
O  8.9197  1.5797  8.8567
O  3.9647  7.0348  9.1408
O  8.0438  8.861  24.4506
O  8.7588  2.2605  24.8397
O  5.541  6.2633  24.5432
O  1.9978  2.8268  24.4732
O  10.7744  0.3981  24.6134
O  0.1915  4.7758  24.3967
O  6.9922  11.8689  20.723
O  6.2459  10.8019  24.4812
Si  9.6912  1.3537  23.8833
Si  4.8596  6.2818  20.5423
Si  1.0403  8.9339  10.4683
Si  17.3561  5.2274  15.9593
Si  7.0475  2.108  19.5651
Si  19.2598  14.3177  12.633
Si  10.9489  5.1186  16.9076
Si  9.0992  -0.6775  16.4394
Si  15.3399  10.3922  19.033
Si  12.2474  3.0614  18.4914
Si  8.3449  2.9522  9.5321
Si  3.0671  7.7798  18.545
Si  11.324  1.1793  16.3196
Si  0.394  13.7097  13.5447
Si  4.0148  2.3507  20.0619
Si  6.1217  2.4181  14.4853
Si  7.5252  5.6932  18.923
Si  5.2025  10.7747  9.6053
Si  15.2386  6.5264  23.5066
Si  17.8455  10.2344  20.6832
Si  3.1568  4.2457  21.9658
Si  11.4253  9.6368  14.8718
Si  6.426  11.453  16.9707
Si  5.2717  8.2965  13.1538
Si  10.5374  5.2209  9.4548
Si  3.7652  6.9188  15.5188
Si  7.4747  10.1512  23.6058
Si  -2.0774  8.5116  18.9631
Si  -0.3849  6.8253  12.0848
Si  1.5767  11.0658  12.349
Si  11.0964  6.7742  19.1605
Si  3.8352  8.1184  10.3565
Si  0.8288  3.5233  23.534
Si  9.5469  4.1345  19.1673
Si  4.819  11.2914  12.5781
Si  7.8005  6.2889  13.5215
Si  1.3109  5.4622  14.1997
O  10.2037  8.0116  19.7499
O  5.0918  1.76  13.3695
O  10.8763  3.0248  19.3747
O  7.1893  12.3219  18.1047
O  4.1657  7.9787  14.3191
O  3.8522  0.746  19.8505
O  2.3313  8.0665  10.954
O  -1.2717  4.259  17.4523
O  7.6719  4.892  12.6376
O  9.4263  -1.7565  17.593
O  5.8728  14.8481  15.1043
O  5.477  9.932  13.2375
O  10.7067  8.1959  11.1837
O  17.7459  5.0467  17.5203
O  1.1716  10.7619  15.8387
O  5.9616  12.3689  15.7393
O  1.7494  7.1823  19.3018
O  19.2919  3.0439  19.782
O  7.8012  18.2665  18.6205
O  12.2491  1.7553  17.5009
O  3.2006  11.1102  12.4664
O  3.2791  7.5959  24.2741
O  19.1314  9.6685  19.8874
O  9.4204  4.0997  9.1491
O  11.865  9.9584  13.344
O  3.8123  2.7683  21.662
O  4.8303  7.0458  22.045
O  1.1572  10.5136  10.8638
O  5.1574  6.2427  15.947
O  18.4179  10.3827  16.3281
O  -2.8293  2.772  11.1189
O  6.6478  7.4285  13.297
O  5.5356  2.8082  19.6069
O  11.0402  5.2824  15.2919
O  16.0272  10.7533  17.5868
O  9.8079  11.702  16.7922
O  0.2365  2.2094  15.0575
O  3.6355  5.0306  23.3408
O  14.0418  -3.418  16.913
O  11.9874  8.1586  15.2193
O  5.5011  11.3854  11.0777
O  4.0948  -1.3551  9.6722
O  8.6423  11.243  23.1992
O  4.811  7.8712  11.6247
O  10.6122  2.4422  23.0712
O  3.6543  5.1744  20.724
O  7.6934  5.8597  15.1001
O  -0.4238  5.5652  11.0278
O  9.7841  9.7397  15.0318
O  0.933  12.5381  12.5448
O  6.8754  9.6336  22.2032
O  1.4792  3.9861  13.496
O  4.3837  7.1768  19.2748
O  2.7355  5.8352  14.8747
O  9.9054  14.2793  12.9854
O  3.1429  9.4  18.769
O  9.2113  6.9431  13.0073
O  17.267  5.7202  20.1492
O  0.8872  6.5318  13.0423
O  10.8874  6.6448  17.5221
O  16.4795  9.702  19.977
O  1.5379  4.0788  22.179
O  10.5443  5.4066  19.8518
O  23.2453  4.3939  17.5063
O  13.6955  3.0272  19.2586
O  7.5756  2.4281  13.7266
H  12.1499  7.9685  16.1982

Results
free energy: -135745.069 eV
free energy less fixed offsets of H -15.97, O -568.88, Si -635.61 eV per atom: 6.231 eV

Forces (eV/angstrom), in the order of the atoms: element, x, y, z
Si  0.0045  0.009  -0.1048
Si  0.0186  -0.0183  0.0294
Si  -0.0035  0.0074  -0.0166
Si  0.0009  0.0083  0.0644
Si  0.0218  -0.0087  0.0168
Si  0.0022  0.0077  -0.0266
Si  0.0216  -0.0169  0.0264
Si  -0.0071  -0.0075  -0.041
Si  0.0034  0.0068  0.0243
Si  -0.0189  0.0111  0.0025
Si  -0.0007  -0.0008  0.029
Si  -0.0135  0.0117  -0.0048
Si  -0.0141  0.023  0.009
Si  -0.0103  -0.0018  0.021
Si  -0.0147  0.0129  0.007
Si  -0.0188  -0.0012  0.0332
Si  0.0092  -0.0189  -0.0124
Si  0.0011  -0.0021  0.0014
Si  -0.0005  -0.0087  -0.0044
Si  0.0123  -0.005  -0.0068
Si  -0.0081  -0.0056  -0.0075
Si  0.0024  -0.0076  0.0003
Si  0.0229  -0.024  -0.0109
Si  -0.0028  0.0008  -0.0067
Si  0.0621  -0.0547  0.2651
Si  0.0683  -0.0728  -0.0902
Si  0.2107  -0.028  -0.2019
Si  -0.1934  0.0937  0.2326
Si  0.0187  -0.0532  -0.4798
Si  0.3771  0.1194  0.517
Si  0.2583  -0.3112  0.0705
Si  0.0886  -0.0354  -0.1273
Si  -0.001  0.0293  -0.0347
Si  0.0623  0.1788  -0.0075
Si  -0.0551  -0.0717  -0.0063
Si  -0.0568  0.0157  -0.0268
Si  -0.0684  0.0936  0.0033
Si  0.0676  -0.0137  0.0042
Si  -0.0898  0.0705  0.0162
Si  0.0649  0.04  -0.0062
Si  -0.0037  0.0294  -0.0027
Si  0.0317  -0.082  -0.0064
Si  0.0077  -0.0026  -0.0192
Si  0.0642  -0.0234  -0.0346
Si  0.0634  -0.0849  -0.0127
Si  -0.0182  0.0148  -0.0066
Si  0.0434  -0.0589  -0.0372
Si  -0.0282  -0.0141  -0.013
Si  -0.0172  0.0099  0.0061
Si  0.0071  0.0736  0.0488
Si  -0.0955  0.0236  0.0109
Si  0.0158  0.0141  0.0141
Si  -0.0341  0.0271  0.0397
Si  -0.0038  -0.0147  0.0077
Si  -0.0059  0.0031  0.0081
Si  -0.028  0.0816  0.0055
Si  -0.0142  -0.0291  0.0416
Si  0.093  -0.0142  -0.0117
Si  -0.0413  -0.1192  -0.0126
Si  0.0146  0.0088  0.0402
Si  0.0881  -0.0289  -0.0129
Si  -0.0147  0.005  0.0331
Si  0.0032  0.0207  0.0406
Si  -0.0601  -0.1618  -0.0222
Si  0.0498  0.3495  -0.3289
Si  -0.2353  -0.1646  0.1659
Si  -0.2941  -0.0114  0.0256
Si  0.0468  0.0918  0.1434
Si  0.0248  -0.0474  0.1837
Si  -0.0565  0.2518  -0.166
Si  0.0721  0.051  0.2647
Si  -0.3704  -0.1347  -0.2908
Si  -0.0041  0.0125  -0.0081
Si  0.0013  -0.0042  0.003
Si  0.0003  0.0097  0.0173
Si  0.0041  -0.0016  -0.0069
Si  -0.0065  0.0061  0.0058
Si  -0.0143  0.0055  -0.0027
Si  -0.0014  -0.0003  -0.0058
Si  -0.0067  -0.0005  0.0059
Si  0.0112  -0.0157  -0.0336
Si  0.0019  -0.0021  -0.0058
Si  0.0113  -0.0083  -0.0105
Si  0.0018  0.0077  -0.0223
Si  0.0039  -0.0149  -0.0104
Si  -0.0059  -0.0102  -0.0411
Si  0.0164  -0.0061  -0.0285
Si  0.0083  -0.0021  -0.0195
Si  0.0081  0.0141  0.0612
Si  -0.0246  0.0191  -0.0072
Si  -0.0242  0.0284  -0.0115
Si  -0.0203  0.0043  0.0339
Si  0.0006  -0.012  0.0192
Si  0.0213  0.0062  0.0539
Si  -0.0131  -0.0092  0.0591
Si  -0.0229  0.0272  -0.0068
O  -0.0077  0.0078  -0.0334
O  -0.0186  0.0052  -0.0498
O  0.0124  -0.015  0.0312
O  0.0163  -0.0263  0.0313
O  -0.0307  0.03  -0.0656
O  -0.0181  0.0241  -0.0426
O  0.0104  -0.0072  0.0216
O  0.0147  -0.0095  0.0161
O  -0.0206  0.0118  -0.0293
O  0.0056  -0.0011  -0.002
O  -0.0194  0.0248  -0.0431
O  -0.0016  0.0027  -0.0271
O  -0.0193  0.014  -0.0467
O  0.0157  -0.0083  -0.0042
O  0.0095  -0.0154  -0.006
O  0.0024  -0.0017  -0.0096
O  0.0067  -0.0013  0.0205
O  0.0158  -0.0253  -0.0088
O  0.0006  -0.0011  -0.0031
O  0.0015  -0.0069  0.0213
O  0.0164  -0.0225  0.0808
O  0.0001  -0.009  -0.0096
O  -0.0185  -0.0941  0.0102
O  0.0011  0.002  0.0004
Si  0.0092  -0.0075  -0.0583
Si  -0.0195  0.0383  -0.0474
Si  -0.0028  -0.009  0.0215
Si  0.0045  0.0288  0.0355
Si  0.1504  0.089  -0.0067
Si  0.0104  -0.0104  0.0153
Si  -0.104  -0.1279  0.0815
Si  0.0286  -0.01  0.0327
Si  -0.0291  -0.0236  -0.0324
Si  -0.1222  0.0614  0.0286
Si  0.0107  0.0069  0.0499
Si  -0.029  0.0085  0.0227
Si  -0.0066  0.0236  0.0606
Si  -0.0061  0.0123  0.0272
Si  -0.0261  0.0496  -0.0667
Si  -0.0097  -0.0077  0.0531
Si  0.3794  -0.4074  0.174
Si  0.0022  -0.0089  0.0408
Si  0.0241  0.0061  -0.0506
Si  -0.0015  0.0767  -0.0289
Si  -0.0132  -0.0296  -0.0762
Si  0.0018  -0.1147  0.0231
Si  0.0368  0.0266  0.0328
Si  -0.0035  -0.0044  0.0333
Si  0.0049  -0.012  0.0446
Si  -0.0171  -0.0208  0.0362
Si  0.0157  0.0124  -0.0367
Si  0.0441  0.0069  -0.0009
Si  0.006  -0.0128  0.0451
Si  -0.0017  -0.0011  0.0416
Si  0.0352  -0.1109  0.1254
Si  0.0002  0.0141  0.0231
Si  -0.0214  -0.0011  -0.0433
Si  -0.5341  0.5631  0.0079
Si  -0.0014  0.0132  0.0226
Si  0.0129  0.0042  0.0439
Si  0.0038  0.0073  0.0394
O  0.0233  -0.0424  -0.0183
O  0.0072  -0.0066  -0.0088
O  0.116  -0.0053  -0.0639
O  -0.0237  -0.0184  -0.011
O  0.007  0.01  -0.0182
O  -0.0097  0.0289  0.0145
O  -0.0008  0.0059  -0.0178
O  0.2504  0.0168  -0.2224
O  -0.0061  0.0037  -0.0154
O  -0.0083  0.0463  -0.0411
O  0.0065  -0.0191  -0.0159
O  0.0041  -0.0039  -0.0144
O  0.0026  -0.0006  -0.0166
O  -0.0988  -0.0054  -0.1498
O  -0.0098  0.0058  -0.0225
O  -0.0063  0.0441  -0.0706
O  -0.0743  -0.0084  -0.0092
O  -0.1055  -0.2022  0.0159
O  -0.0071  -0.0269  0.0132
O  -0.0399  -0.0239  -0.0537
O  -0.0025  0.0038  -0.0191
O  -0.0076  0.0007  -0.0056
O  -0.0146  0.0085  0.0225
O  -0.0086  -0.0071  -0.0209
O  0.0196  0.0429  -0.0505
O  -0.0204  0.0532  -0.0247
O  -0.0069  -0.0098  0.0372
O  0.0004  0.0034  -0.0257
O  -0.0143  0.0049  -0.0262
O  0.0301  -0.0275  -0.0088
O  -0.0006  0.0016  -0.0126
O  -0.0072  0.0075  -0.021
O  -0.0893  -0.032  0.0305
O  0.0216  0.0149  -0.0261
O  -0.0401  -0.0165  0.0237
O  0.0172  -0.022  -0.0433
O  0.0053  -0.0234  0.0168
O  0.0037  -0.0039  0.0018
O  0.0209  -0.0053  -0.0423
O  0.315  -0.229  1.4808
O  -0.0042  0.0029  -0.0086
O  0.0037  -0.011  -0.0048
O  0.0041  -0.0047  0.0271
O  0.0036  -0.0019  -0.0145
O  0.0018  -0.0039  0.0137
O  -0.0195  -0.0689  0.0664
O  -0.0063  -0.0063  -0.0273
O  -0.0054  0.0181  -0.0117
O  -0.0026  0.0042  0.0061
O  0.0019  -0.0001  -0.022
O  -0.0036  -0.0051  0.0027
O  0  -0.0093  -0.022
O  -0.0112  0.0032  0.0074
O  0.0018  0.0037  -0.013
O  0.0054  -0.0039  -0.0124
O  0.0296  0.013  0.0083
O  -0.0114  -0.0028  -0.0193
O  -0.0561  0.0307  0.0558
O  -0.0019  -0.0059  -0.0293
O  0.0345  0.0236  -0.0445
O  0.0026  -0.0009  0.0048
O  0.0489  0.0009  -0.0075
O  0.229  0.1607  -0.0335
O  -0.022  -0.0045  0.0101
O  0.0889  -0.0442  0.083
O  -0.0046  -0.0005  -0.0149
H  -0.434  0.2491  -1.4199

The program warned: the cutoff lies below the one the program advises for these potential files; the stability of the state was not checked; the exchange-correlation potential is rough where the density is thin.
